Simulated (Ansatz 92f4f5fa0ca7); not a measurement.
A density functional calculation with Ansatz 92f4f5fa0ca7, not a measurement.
Periodic cell of 192 atoms, Si128O64, from a study of silicon, its oxide and their interface. The atomic structure is a simulated model.

Settings: functional r2SCAN; potential files Ansatz PAW; basis plane waves; wave-function cutoff 800 eV; density cutoff ratio 5; exchange-correlation grid ratio 1; k mesh 1 x 1 x 1, shifted by 0.5 0.5 0 of a step; self-consistency stop 1e-10 eV per atom in the density residual; occupations fixed; spin none; net charge 0.

Cell vectors (angstrom)
a  10.887  0  0
b  0  10.887  0
c  0  0  28.4768

Atoms: element, x, y, z (angstrom)
Si  0.3927  -0.3969  0.2592
Si  2.9468  2.3102  0.1038
Si  -0.0579  5.7599  0.1379
Si  2.5433  8.2546  0.0301
Si  5.2527  0.1926  -0.0771
Si  7.9279  2.9125  -0.034
Si  5.6872  5.0992  0.1382
Si  8.5099  7.809  0.1357
Si  1.4989  1.1901  1.5389
Si  4.0958  3.9445  1.3882
Si  1.4171  6.843  1.534
Si  4.1568  9.4611  1.2727
Si  6.8202  1.3201  1.2974
Si  9.6168  4.0272  1.2386
Si  6.8953  6.6725  1.4001
Si  9.6053  9.4041  1.4603
Si  0.047  2.6647  2.6747
Si  2.8631  -0.1437  2.8384
Si  0.0595  8.1441  2.9104
Si  2.7696  5.369  2.7341
Si  5.4899  2.6371  2.7655
Si  8.1942  -0.0381  2.6705
Si  5.5117  8.109  2.658
Si  8.2683  5.328  2.7453
Si  1.3748  4.0349  4.0755
Si  4.1535  1.2979  4.15
Si  1.4276  9.4997  4.2103
Si  4.1312  6.7741  4.0521
Si  6.8507  4.0293  4.0983
Si  9.5461  1.3363  4.0481
Si  6.8307  9.4944  4.0421
Si  9.5523  6.7337  4.1443
Si  0.02  0.0154  5.4627
Si  2.7407  2.6897  5.4433
Si  0.0316  5.3893  5.4773
Si  2.7823  8.1035  5.4898
Si  5.5038  -0.0562  5.4756
Si  8.1969  2.6814  5.456
Si  5.4813  5.4311  5.4277
Si  8.1723  8.147  5.433
Si  1.3586  1.3818  6.8293
Si  4.0864  4.0917  6.7821
Si  1.3756  6.7761  6.8216
Si  4.1064  9.5141  6.8352
Si  6.8272  1.3402  6.8168
Si  9.5285  4.0633  6.8302
Si  6.7944  6.8219  6.8029
Si  9.5207  9.5294  6.7895
Si  -0.0009  2.7307  8.2044
Si  2.7208  0.0121  8.1676
Si  -0.0013  8.1746  8.1381
Si  2.7209  5.4318  8.1769
Si  5.4325  2.721  8.1329
Si  8.1821  0.0099  8.1776
Si  5.4507  8.1742  8.199
Si  8.1524  5.4685  8.1485
Si  1.3422  4.1094  9.556
Si  4.0406  1.421  9.5258
Si  1.3164  9.5673  9.505
Si  4.033  6.8414  9.5225
Si  6.7695  4.1054  9.4765
Si  9.5153  1.3776  9.5545
Si  6.7942  9.5803  9.5347
Si  9.5107  6.841  9.5034
Si  -0.0028  0.0386  10.9251
Si  2.6645  2.7519  10.9459
Si  -0.0406  5.4816  10.8849
Si  2.6389  8.2123  10.8683
Si  5.4122  0.0836  10.8673
Si  8.1436  2.7898  10.8546
Si  5.3685  5.4357  10.8237
Si  8.194  8.2497  10.8629
Si  1.2826  1.4207  12.3526
Si  3.9822  4.1722  12.2805
Si  1.2528  6.881  12.2537
Si  3.9645  9.6489  12.169
Si  6.7576  1.4908  12.211
Si  9.5083  4.1105  12.2599
Si  6.7724  6.8305  12.0407
Si  9.5322  9.6009  12.3104
Si  -0.0981  2.7787  13.773
Si  2.6674  0.0727  13.6964
Si  -0.0365  8.2101  13.7288
Si  2.5584  5.5361  13.6382
Si  5.3909  2.8449  13.5951
Si  8.161  0.1852  13.5519
Si  5.3666  8.187  13.2745
Si  8.1012  5.549  13.4492
Si  1.2154  4.213  15.1579
Si  4.0391  1.5215  15.0038
Si  1.3538  9.576  15.1449
Si  4.0108  7.0151  14.7378
Si  6.7506  4.3114  14.849
Si  9.3477  1.4833  15.2068
Si  6.6744  9.5914  14.5098
Si  9.3254  6.826  14.9557
Si  -0.3666  -0.2593  16.3752
Si  2.9873  3.171  16.3573
Si  -0.5444  5.2926  16.4024
Si  3.1546  8.5322  16.3151
Si  5.3306  -0.1356  15.9775
Si  8.0433  3.173  16.3857
Si  5.1648  5.5419  16.0766
Si  8.0693  8.5256  16.0081
Si  4.6629  -5.5885  23.6983
Si  -0.1634  0.2165  25.8694
Si  20.7475  31.6746  19.0839
Si  -26.0619  -1.8093  26.4058
Si  -4.9895  -10.6309  20.4652
Si  8.8739  15.4558  20.739
Si  -11.2144  9.6974  22.1533
Si  0.9904  25.9106  21.3548
Si  -36.5163  42.6445  18.2167
Si  -2.3652  10.0008  24.3393
Si  -14.3412  36.5899  23.4421
Si  -12.4704  13.6686  25.7666
Si  1.8532  11.0846  23.851
Si  10.2521  6.8533  19.1248
Si  -18.4599  14.8097  19.1773
Si  -37.1125  13.9712  19.1572
Si  1.0994  25.764  26.5932
Si  -17.6471  17.6238  18.5416
Si  -31.4146  7.1947  21.3997
Si  -4.1092  33.6255  23.0726
Si  -6.4394  10.2459  22.6257
Si  2.3112  25.0343  23.8389
Si  -17.4362  17.7408  26.3827
Si  15.22  -3.412  21.4876
O  -17.7039  6.2068  -3.5671
O  -11.4287  21.0134  -7.8784
O  -1.5613  -12.2422  -12.2333
O  -5.4614  8.0144  -2.2584
O  12.0563  14.1689  -5.7848
O  -3.1118  8.5361  -1.1186
O  1.9797  35.5425  -1.0972
O  0.3489  19.1157  -6.2341
O  4.9461  3.7552  -9.0932
O  -31.3566  -0.1828  -3.1555
O  -7.8648  31.8695  -5.1382
O  -15.0464  13.4526  -5.5866
O  1.4165  31.1499  -0.3913
O  10.6992  6.0772  -10.7005
O  1.7627  14.942  -3.348
O  8.456  14.4517  -3.8406
O  -8.6535  14.5881  20.3764
O  3.0538  -3.3618  27.1154
O  -11.0799  0.4273  27.4506
O  -23.515  9.5105  22.9271
O  -6.6887  20.6403  16.6007
O  11.9349  -5.5207  27.4383
O  -11.3773  3.7488  26.4378
O  -3.6458  30.3361  17.4416
O  -12.6077  6.0103  20.0093
O  0.6045  -0.0327  22.8169
O  6.9666  3.0093  17.6124
O  10.3748  -17.8985  20.7383
O  -1.2263  19.2014  18.7875
O  8.3517  24.0547  26.9781
O  -15.6283  12.4666  19.6118
O  10.8623  10.616  17.994
O  4.1444  -6.5814  16.3408
O  -5.8899  -13.0163  22.2344
O  -15.5659  4.8557  23.9667
O  -4.9214  10.4399  27.0457
O  -12.1136  17.6613  28.0301
O  -27.9769  27.9125  22.3088
O  4.7636  18.1719  19.9248
O  -13.3566  10.5793  18.8013
O  7.2521  9.2014  24.9185
O  5.35  -15.5106  17.5488
O  7.037  11.158  21.6208
O  4.9274  5.6673  27.2909
O  -8.3642  23.4387  23.9937
O  -24.9822  14.6774  19.9389
O  10.2212  12.4733  25.1584
O  2.746  18.6128  21.4739
O  -15.3625  11.069  17.1664
O  -18.0642  25.771  23.4552
O  -21.0199  -14.6162  19.8696
O  -29.8637  2.93  17.9707
O  -24.683  65.9479  24.079
O  14.0254  29.5584  17.7681
O  -1.6019  15.017  16.8831
O  -1.2083  31.7237  25.451
O  3.1415  5.4863  18.8184
O  -4.854  20.7539  19.4756
O  -9.7655  5.6681  21.8928
O  6.8101  4.0494  28.0527
O  5.4103  11.1326  23.5955
O  -17.3293  11.0679  21.1981
O  -28.5683  12.1777  27.9423
O  -24.3679  4.6658  22.2579

Results
free energy: -118373.353 eV
free energy less fixed offsets of O -570.45, Si -639.56 eV per atom: -0.873 eV

Forces (eV/angstrom), in the order of the atoms: element, x, y, z
Si  -0.0173  0.0308  -0.1228
Si  -0.0322  0.0121  -0.1066
Si  0.0241  -0.0149  -0.0978
Si  0.0095  -0.0179  -0.113
Si  0.0189  -0.0175  -0.1156
Si  0.0191  -0.0226  -0.1341
Si  -0.0224  0.0177  -0.111
Si  -0.0242  0.0262  -0.1076
Si  -0.0008  0.001  0.005
Si  0.0001  -0.0004  0.005
Si  0.0013  0.0004  0.0031
Si  -0.0027  0.0016  0.0069
Si  -0.0008  0.0012  0.004
Si  -0.0047  0.0025  0.0049
Si  0.0007  -0.0022  0.0049
Si  0.0018  -0.0016  0.0072
Si  0.0004  0.0008  -0.0015
Si  0.0021  -0.002  -0.0007
Si  -0.0031  0.0001  -0.0015
Si  -0.0002  -0.0009  -0.0016
Si  -0.0002  -0.0003  0.0003
Si  -0.0005  0.0002  -0.001
Si  -0.0011  0.0019  -0.0016
Si  0.0016  -0.0008  -0.0007
Si  -0.0003  -0.0015  0.0015
Si  -0.0005  0.0001  0.0002
Si  0.0013  0.0001  0.0003
Si  0.0006  0.0001  0.0004
Si  -0.0006  -0.0003  0.0004
Si  0.0009  -0.0006  0.0003
Si  0  -0.0006  0.0003
Si  -0.0004  0.0003  -0.0005
Si  -0.0012  -0.0001  -0.0008
Si  0.0007  0.0006  0
Si  0.0007  -0.0003  -0.0004
Si  0  -0.0001  0.0007
Si  0.0003  0  0.0001
Si  0.0002  -0.0006  -0.0006
Si  -0.0005  -0.0006  0.0003
Si  0.0003  0.0005  -0.0001
Si  0.0003  -0.0002  0.0015
Si  -0.0001  -0.0001  0.0002
Si  0.0001  0.0001  0.0006
Si  0.0003  -0.0008  0.0013
Si  -0.0003  0.0001  0.0002
Si  -0.0001  0  0.0012
Si  0.0001  -0.0001  0.0002
Si  0  0.0001  0.0002
Si  -0.0001  0.0001  0.0007
Si  0.0002  0.0002  0.0019
Si  0  0.0006  0.0013
Si  0.0004  0  0.0015
Si  -0.0002  -0.0001  0.0013
Si  0.0002  -0.0002  0.0012
Si  0.0001  0.0004  0.0006
Si  0.0002  -0.0004  0.0011
Si  0.0002  -0.0008  0.0007
Si  -0.0004  -0.0001  0.001
Si  -0.0001  0  0.0009
Si  0.0003  0.0001  0.0012
Si  -0.0001  0.0004  0.0011
Si  0.0008  -0.0001  0.0008
Si  -0.0003  -0.0005  0.0007
Si  -0.0003  -0.0004  0.0015
Si  -0.0006  -0.0007  0.0019
Si  0.0005  -0.0002  0.0018
Si  -0.0003  0.0006  0.0012
Si  -0.0003  0.0003  0.0013
Si  -0.0001  0.0002  0.0008
Si  -0.0006  0.0004  0.0013
Si  0  -0.0002  0.0017
Si  -0.0002  0.0008  0.0013
Si  -0.0003  -0.0005  0.0006
Si  0.0009  -0.0004  -0.0008
Si  -0.0004  0  0.0015
Si  0.0003  -0.0012  0.0003
Si  0.0002  0.0003  0.001
Si  0.0001  -0.0001  0.0011
Si  -0.001  0.0002  0.0002
Si  0.001  0.0002  -0.0012
Si  -0.0019  0.0027  0.0016
Si  0.0025  -0.0009  0.0019
Si  -0.0003  -0.0006  -0.0019
Si  0.0003  0.0009  -0.0021
Si  -0.0031  0.0009  -0.0003
Si  -0.0005  0  -0.0009
Si  -0.0004  0.0022  -0.0026
Si  -0.0003  -0.0018  -0.0002
Si  0.0005  0  0.0078
Si  0.0001  0.0006  0.0049
Si  -0.0025  -0.0008  0.0043
Si  -0.0005  0.0001  0.0083
Si  0.0036  0.0018  0.0024
Si  0.0003  -0.0003  0.0063
Si  0.0003  -0.0007  0.0012
Si  -0.0004  -0.003  0.0034
Si  -0.002  0.0162  -0.1447
Si  -0.0046  -0.0034  -0.1456
Si  -0.0094  -0.0363  -0.1463
Si  -0.0102  0.0287  -0.1256
Si  -0.0319  -0.0039  -0.0987
Si  0.0477  -0.0034  -0.1351
Si  0.0075  -0.0108  -0.1152
Si  0.0099  -0.0152  -0.1117
Si  0.0341  -0.0149  -0.294
Si  0.0182  -0.0373  -0.2673
Si  -0.0174  0.019  -0.3202
Si  0.0072  -0.017  -0.2583
Si  0.0214  -0.0024  -0.3188
Si  -0.0052  0.0244  -0.2912
Si  0.0239  -0.0477  -0.3134
Si  0.0137  0.0354  -0.2807
Si  0.0076  -0.0194  -0.2707
Si  0.0292  0.0358  -0.2806
Si  -0.0067  0.031  -0.2929
Si  -0.0225  0.0168  -0.2842
Si  0.0247  -0.0291  -0.2554
Si  -0.0059  -0.0063  -0.2767
Si  0.0308  -0.0143  -0.2785
Si  -0.0099  0.0126  -0.2727
Si  0.0009  -0.0165  -0.2625
Si  -0.0126  0.004  -0.295
Si  -0.0123  -0.0245  -0.2337
Si  -0.0463  -0.0171  -0.2562
Si  0.0325  -0.0171  -0.2439
Si  -0.0053  -0.032  -0.2862
Si  0.0168  -0.02  -0.2713
Si  -0.0187  0.0181  -0.3043
O  -0.0172  0.0741  0.2127
O  0.0386  -0.0046  0.2528
O  0.0058  0.0083  0.0755
O  0.0042  -0.0013  0.0914
O  0.0501  -0.0424  0.1889
O  0.0538  -0.0456  0.1372
O  0.0586  -0.0446  0.1342
O  -0.0245  0.0492  0.1058
O  0.0113  -0.0033  0.0853
O  -0.0567  0.0023  0.1536
O  -0.0561  0.0246  0.0976
O  0.0167  0.0229  0.0948
O  0.0076  -0.0097  0.0627
O  -0.0042  0.0662  0.2045
O  -0.0557  0.0377  0.2109
O  0.0824  -0.0498  0.1849
O  -0.0964  0.0045  0.1734
O  -0.0423  0.041  0.1298
O  0.0193  -0.0228  0.1875
O  -0.071  0.0147  0.1695
O  0.006  -0.0077  0.0618
O  -0.0328  0.0463  0.1159
O  0.025  0.0253  0.1011
O  -0.0227  0.0399  0.133
O  -0.0304  -0.0605  0.1228
O  0.0478  0.0493  0.1379
O  -0.0702  -0.0043  0.2013
O  0.0274  -0.009  0.0939
O  0.014  -0.0055  0.1018
O  -0.0483  0.0078  0.1813
O  -0.0154  -0.0595  0.1292
O  -0.0264  -0.0386  0.1859
O  -0.0065  -0.0048  0.0731
O  0.0047  0.0348  0.1044
O  -0.0181  0.0117  0.0925
O  -0.043  0.051  0.1342
O  0.0002  -0.0026  0.0517
O  0.0103  -0.0787  0.1776
O  0.0104  0.0329  0.2259
O  0.023  0.0027  0.1069
O  -0.0598  -0.0344  0.161
O  -0.0321  0.0294  0.1544
O  0.032  0.027  0.1919
O  0.0383  -0.0425  0.1395
O  -0.0056  0.0067  0.0872
O  0.0725  0.0398  0.141
O  -0.0059  0.0134  0.0966
O  0.0147  0.0046  0.084
O  0.0503  -0.0192  0.1448
O  -0.0089  0.0009  0.0956
O  0.0567  0.0113  0.1581
O  0.0167  0.0372  0.1904
O  0.0473  -0.0288  0.1178
O  0.032  -0.0578  0.1542
O  -0.0021  0.01  0.0694
O  0.0354  0.0203  0.1241
O  -0.0113  -0.0241  0.0961
O  -0.048  0.0389  0.1708
O  0.0058  -0.0137  0.0911
O  -0.0048  0.0048  0.0584
O  0.0142  0.0128  0.105
O  -0.0397  -0.0256  0.1491
O  0.0012  0.001  0.0577
O  -0.0659  -0.0325  0.2109

The program warned: the cutoff lies below the one the program advises for these potential files; the forces do not sum to zero within the program's tolerance; empty levels may hold ghost states of the PAW files; the exchange-correlation potential is rough where the density is thin.
